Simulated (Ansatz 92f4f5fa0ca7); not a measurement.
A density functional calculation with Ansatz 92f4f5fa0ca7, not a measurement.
Periodic cell of 171 atoms, Si99O72, from a study of silicon, its oxide and their interface. The atomic structure is a simulated model.

Settings
functional: PBE
potential files: Ansatz PAW
basis: plane waves
wave-function cutoff: 700 eV
density cutoff ratio: 5
exchange-correlation grid ratio: 2
k mesh: 2 x 2 x 1, shifted by 0.5 0.5 0.5 of a step
self-consistency stop: 5e-08 eV per atom in the density residual
occupations: Fermi-Dirac, 0.05 eV
spin: none
net charge: 0

Cell vectors (angstrom)
a 11.5983 0 0
b 0 11.5983 0
c 0.1616 -1.1147 24.1646

Atoms and the computed forces on them: element, x, y, z (angstrom), force x, y, z (eV/angstrom)
Si 0.5191 -2.3795 0.6287 -0.0645 0.2932 -0.093
Si 0.6647 0.7063 1.0078 -0.0372 0.0067 -0.4507
Si 1.0689 3.7286 0.3367 0.2178 -0.1125 -0.0444
Si 4.4506 9.5027 0.4886 -0.0894 0.1379 -0.3715
Si 4.545 1.0512 1.0325 -0.0031 0.1382 -0.5454
Si 4.8978 4.1625 0.6052 0.2041 -0.2263 0.0435
Si 8.0299 8.449 0.4151 -0.124 0.1096 0.193
Si 8.3235 1.0929 0.8834 0.0888 0.0848 -0.2807
Si 8.5282 4.2174 0.597 -0.0345 -0.2631 0.1122
Si 2.5499 8.7396 1.7923 0.0865 0.0425 -0.0829
Si 2.6018 0.911 2.2949 -0.0176 -0.0727 -0.0976
Si 2.7986 4.5798 1.8037 0.0655 -0.1053 -0.2739
Si 6.2938 8.8107 1.932 -0.0549 -0.0457 -0.0745
Si 6.4666 0.9723 2.3065 0.1812 -0.0173 -0.1373
Si 6.6537 4.6486 2.0806 0.1215 -0.1107 -0.2422
Si 10.1421 8.623 1.8152 -0.0421 -0.0389 -0.2018
Si 10.2757 0.7599 2.1856 -0.2524 0.0331 -0.1762
Si 10.6259 4.6401 1.6331 -0.2626 -0.1664 -0.1851
Si 2.5842 -1.1314 3.426 0.0497 -0.0547 0.2565
Si 2.6815 2.9044 3.471 0.0116 0.0737 0.29
Si 2.6377 6.65 3.1082 -0.0466 0.0734 -0.1712
Si 6.4406 -1.0337 3.4628 0.0553 -0.161 0.2007
Si 6.5505 2.8928 3.5878 0.0366 0.2272 0.2645
Si 6.4224 6.716 3.2346 0.008 -0.0554 -0.0891
Si 10.2024 -1.1974 3.4171 -0.0098 -0.0678 0.1348
Si 10.4119 2.853 3.2916 -0.0572 0.0861 0.0097
Si 10.4031 6.6082 3.101 0.0415 -0.0596 -0.1141
Si 0.6001 -1.1486 4.7348 0.036 -0.139 -0.0213
Si 0.6874 2.8206 4.7326 -0.0548 0.1774 0.003
Si 0.7049 6.6312 4.5535 -0.0299 0.0249 0.1211
Si 4.5103 -1.0858 4.7955 -0.0762 -0.129 -0.0772
Si 4.5836 2.9208 4.8657 0.0503 0.0168 -0.119
Si 4.5064 6.6334 4.6422 0.1438 -0.0027 -0.0542
Si 8.3462 -1.1076 4.8247 -0.0087 -0.0495 -0.0794
Si 8.5456 2.8822 4.792 -0.0556 -0.0185 -0.147
Si 8.4342 6.6378 4.553 -0.0282 0.085 -0.0708
Si 0.6015 8.4875 6.0645 0.0459 0.013 -0.0145
Si 0.6604 0.8448 6.0367 -0.0382 0.0387 0.0246
Si 0.7194 4.7511 6.0848 -0.0109 -0.1069 -0.0345
Si 4.5307 8.5245 6.0676 -0.0114 0.0721 0.0557
Si 4.5598 0.9153 6.0365 -0.0471 0.0048 0.1182
Si 4.5384 4.8322 6.2414 -0.0972 -0.0447 0.2386
Si 8.3333 8.494 6.0576 0.1741 0.0754 0.04
Si 8.4246 0.8994 6.0405 0.1846 -0.0228 0.164
Si 8.5028 4.8224 6.1132 -0.1182 0.0056 0.1564
Si 2.578 8.4989 7.3796 0.0116 -0.1932 -0.1086
Si 2.6426 0.9364 7.3518 0.061 0.1077 -0.0631
Si 2.536 4.6824 7.6363 0.2046 0.0738 -0.026
Si 6.443 8.6396 7.4942 -0.1563 -0.2109 -0.061
Si 6.4857 0.9687 7.3789 0.0329 0.2155 -0.0274
Si 6.5841 4.9065 7.5373 0.0256 0.1876 -0.0762
Si 10.2206 8.4169 7.4557 -0.0635 -0.1088 -0.1848
Si 10.3225 0.799 7.4087 -0.2224 -0.0494 -0.1221
Si 10.44 4.7297 7.5207 0.0376 -0.0353 0.0296
Si 2.6431 -1.0529 8.4933 0.0955 0.0136 -0.0192
Si 2.7288 2.6411 9.0134 0.0293 -0.0139 0.5186
Si 2.4705 6.6958 8.9285 0.0632 0.0653 0.2297
Si 6.4429 -0.9156 8.7383 0.0811 -0.1333 0.1299
Si 6.6317 2.8847 8.7596 0.0245 -0.0751 0.5006
Si 6.4728 6.834 9.0189 0.0258 -0.183 0.3098
Si 10.2062 -1.1989 8.7005 -0.2451 0.1466 0.1189
Si 10.4517 2.6926 8.8036 -0.1339 -0.0177 0.0915
Si 10.2728 6.57 8.989 -0.0288 0.1664 0.2686
Si 0.691 -1.0999 9.6677 0.0676 0.0346 0.5775
Si 0.7018 2.0133 10.131 0.0316 -0.2115 0.2274
Si 0.5694 7.3659 10.2621 0.012 0.0689 0.2832
Si 4.4517 -1.0567 9.977 -0.1614 0.0119 0.4013
Si 4.9211 3.2295 10.3896 0.1508 -0.0486 -0.627
Si 4.4186 6.3413 10.1912 -0.2185 -0.0046 -0.3062
Si 8.3231 -0.776 10.1575 0.1542 0.1191 0.4562
Si 8.5227 2.411 10.1698 0.1443 0.0177 0.0015
Si 8.3515 6.5869 10.5526 0.0683 0.1218 -0.0752
Si 2.5998 3.2313 21.5883 -0.1039 0.0109 -0.359
Si 4.7882 8.3181 12.0073 0.0184 0.1559 0.5552
Si -1.1205 7.9666 12.4753 0.0663 -0.0686 0.4811
Si 4.5032 10.8688 12.936 0.113 0.0314 0.5956
Si 2.1729 11.9808 14.393 -0.2152 -0.0332 0.1246
Si 10.0445 7.9807 17.7782 -0.005 0.0517 -0.0948
Si 7.1961 9.6934 12.9193 -0.0906 0.053 0.37
Si 4.7391 3.4551 19.7824 -0.0856 0.0462 -0.2347
Si 1.9743 3.177 18.9128 0.0114 0.0159 -0.1828
Si 10.4253 2.8333 15.5129 0.0243 -0.1118 0.0366
Si -1.9393 5.0099 17.1149 0.0803 0.0489 0.0083
Si 9.4461 8.9093 14.9423 0.0499 0.0844 0.2543
Si 11.2444 10.693 13.5595 0.2549 0.0791 0.4367
Si 6.1679 5.882 20.3016 -0.1317 0.0693 -0.3187
Si 7.115 4.1801 18.1898 0.0294 0.0727 -0.0566
Si 2.5504 8.6164 20.2896 -0.0686 -0.0405 -0.2184
Si 7.7585 4.0525 15.3859 0.1959 -0.0311 0.2793
Si 11.7468 2.0303 13.0425 0.1156 -0.1475 0.476
Si 7.8164 9.6884 22.5304 0.0176 0.1858 -0.1478
Si 5.2039 8.5036 21.6769 0.0194 0.0497 -0.3118
Si 0.3081 7.546 21.885 -0.0182 0.1433 -0.5203
Si 9.8578 9.2047 20.4576 0.1515 0.0612 -0.2922
Si 7.071 4.6914 23.0572 0.0245 -0.0515 -0.0053
Si 0.4653 9.9913 18.6716 0.0102 -0.0353 -0.0975
Si 1.7901 5.736 20.2043 0.0688 0.0563 -0.2848
Si 0.7921 12.6375 16.9415 0.0558 -0.0259 -0.079
Si 7.2221 4.022 12.2627 0.1476 -0.0884 0.0151
O 0.4498 11.3819 17.875 -0.0313 -0.0572 0.05
O 2.499 4.8585 21.3883 0.0408 -0.0161 0.1578
O 0.6509 -0.7456 0.1402 -0.035 -0.3165 0.4634
O 0.6995 2.105 0.0827 0.0712 0.4286 0.2322
O 4.5515 8.9016 -1.0849 -0.0389 0.0354 0.3913
O 4.719 2.5187 0.1541 -0.1122 0.0389 0.3047
O 8.1038 10.8018 23.6542 0.0189 -0.0174 0.1469
O 4.4479 -0.423 0.2087 0.1652 -0.2491 0.2393
O 8.2768 3.5974 23.2235 -0.0253 0.1066 0.0869
O 0.3917 6.2694 20.8666 0.0018 0.0352 0.128
O 8.038 9.3702 -0.9522 0.0707 -0.2959 0.2051
O 8.6309 2.5992 0.3272 -0.1359 0.1762 0.2144
O 6.2673 9.6774 22.0306 0.0993 0.0699 0.0788
O 3.9795 9.1643 20.8222 0.0622 -0.0532 0.1662
O -2.485 7.6458 11.6119 -0.3017 -0.2441 -0.2488
O 8.6874 10.033 21.1928 -0.1588 -0.0584 0.2406
O 11.9179 2.7223 11.5881 0.05 -0.0684 -0.3153
O 1.9904 9.6289 19.1341 0.0142 -0.0559 0.1037
O 3.9556 9.3031 13.0218 0.138 -0.0194 -0.2229
O 8.1231 10.1865 11.6826 0.0466 0.0911 -0.5758
O 10.8753 0.6217 13.0916 -0.0361 0.0014 -0.1836
O 4.6148 -2.6323 10.504 0.0474 -0.0373 -0.0736
O 4.2761 -0.1583 11.4048 0.0957 -0.1342 -0.5587
O 2.0488 12.2216 15.9937 -0.0001 -0.0029 -0.057
O 6.3568 8.3514 12.4764 -0.1076 -0.098 -0.1853
O 4.2485 4.7132 10.2833 0.0762 0.037 0.0786
O 4.2907 6.7916 11.8149 0.1379 0.0819 -0.2693
O 6.1024 10.8641 13.2991 -0.0236 -0.0249 -0.2146
O 11.0277 3.1165 14.0221 -0.0412 -0.0171 -0.0852
O 10.2657 6.3677 17.7467 -0.0265 -0.0519 0.0367
O 8.5563 0.8082 10.511 -0.1204 -0.022 -0.1977
O 10.1533 7.6919 14.0733 0.0123 0.0538 -0.3769
O 0.7353 0.3599 10.5375 -0.0435 0.0671 -0.3693
O 5.7801 3.3353 11.8403 -0.3294 -0.036 -0.2783
O -0.7284 9.5788 12.419 -0.1104 -0.0799 -0.1466
O 6.2376 3.1225 19.1386 -0.0167 0.0464 0.0525
O 8.0329 9.3412 14.262 -0.1056 0.0023 -0.2414
O 10.8481 4.0592 16.5216 -0.0842 -0.0015 -0.0171
O -2.8305 4.0831 18.172 -0.1012 -0.0054 0.0304
O -2.9291 5.3636 15.8312 -0.0798 -0.1114 -0.0369
O -0.5543 10.2013 19.9341 -0.0728 -0.1132 0.1042
O 3.6012 3.1278 18.6437 0.0677 0.0165 0.1039
O 1.2533 10.695 13.9313 -0.0822 0.0875 -0.1399
O 8.7832 2.7481 15.4156 -0.0443 0.121 -0.0115
O 1.6586 13.3107 13.6045 -0.0921 0.0087 -0.1312
O 7.5826 5.4361 11.4897 0.0461 0.1392 0.0827
O 3.7376 11.746 14.0552 0.1275 -0.0638 -0.2712
O 5.598 4.0543 23.5115 -0.0993 -0.1251 -0.0036
O 6.6415 3.9425 16.6087 0.068 0.0091 0.0587
O 2.6511 7.0626 19.7457 -0.0552 -0.0244 0.1056
O 1.5081 4.7596 18.9177 0.0248 -0.0193 0.1305
O -0.5327 13.0319 16.0698 -0.0764 0.0961 -0.0033
O 1.4981 8.6131 21.5334 -0.0958 -0.0736 0.1342
O 1.6613 2.5493 20.4064 0.1508 0.1001 0.1563
O 0.1032 7.0515 11.8721 0.1539 0.0348 -0.4389
O 9.1831 8.4486 16.4753 0.0238 0.0143 -0.0946
O 1.2019 2.3414 17.7951 0.0228 0.0925 0.0961
O 9.262 8.397 19.153 0.0614 0.0324 0.2023
O 5.9097 7.431 20.6615 0.0139 0.0423 0.2003
O 7.5766 5.8736 24.0855 0.1102 0.2061 -0.1197
O 8.4234 3.0438 11.7165 0.0171 -0.005 -0.2359
O 0.3299 -3.3374 -0.721 0.0632 0.0735 0.1689
O 1.9933 2.9314 23.0493 -0.113 -0.0542 0.2533
O 7.0264 5.1971 21.5133 0.0281 -0.1044 0.3015
O 10.4257 10.2296 14.9112 0.021 0.0102 -0.2165
O 4.7731 5.0659 20.0946 0.0629 -0.0492 0.083
O 0.9225 9.0011 10.402 -0.1817 0.0353 -0.2572
O -1.1416 8.2025 21.5921 0.0075 -0.059 0.1235
O 6.9025 5.6947 18.8406 -0.0313 -0.1145 0.0632
O 7.1562 4.2107 13.8926 -0.0561 0.026 -0.4778
O 4.1651 2.768 21.1875 -0.1202 0.0743 0.1637
O 11.4992 8.7378 17.7686 0.0081 -0.0086 0.0613

Results
free energy: -103888.465 eV
free energy less fixed offsets of O -569.03, Si -635.61 eV per atom: 7.085 eV
pressure: -0.21 GPa
stress xx, yy, zz, yz, xz, xy (GPa, positive in tension): -0.34, 0.35, 0.61, -0.04, -0.17, 1.01

The program warned: the cutoff lies below the one the program advises for these potential files.
